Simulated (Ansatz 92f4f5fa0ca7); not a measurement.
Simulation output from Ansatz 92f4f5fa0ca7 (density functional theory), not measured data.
Periodic cell of 221 atoms, Si132O88H1, from a study of silicon, its oxide and their interface. The atomic structure is a simulated model.

Settings: functional PBE; potential files Ansatz PAW; basis plane waves; wave-function cutoff 700 eV; density cutoff ratio 5; exchange-correlation grid ratio 1; k mesh 2 x 2 x 1, shifted by 0.5 0.5 0.5 of a step; self-consistency stop 5e-08 eV per atom in the density residual; occupations fixed; spin none; net charge +1 e, with a uniform compensating background and no finite-size correction.

Cell vectors (angstrom)
a 10.938 0 0
b 0 10.938 0
c 0 0 32.2322

Atoms: element, x, y, z (angstrom)
Si -0.2327 0.2349 24.6854
Si 5.7139 -0.3431 24.7461
Si 2.5099 2.8139 24.757
Si 8.4611 2.4729 24.6911
Si 0.1928 4.9672 24.635
Si 5.2298 5.8017 25.0327
Si 2.9638 7.9132 24.7842
Si 7.9613 8.3868 24.7773
Si 1.317 1.3283 26.1032
Si 6.8476 1.3159 26.0086
Si 4.0692 4.0463 26.0747
Si 9.5615 4.0157 26.0964
Si 1.2887 6.7272 25.9416
Si 6.8324 6.9288 26.254
Si 4.0948 9.5213 26.0953
Si 9.564 9.5785 26.0286
Si 2.7351 -0.0128 27.4351
Si 8.2145 -0.0041 27.4401
Si 0.0038 2.7146 27.4907
Si 5.4908 2.7094 27.4109
Si 2.6985 5.4482 27.423
Si 8.221 5.4546 27.4511
Si 0.0063 8.1774 27.3756
Si 5.445 8.2553 27.5461
Si 4.1018 1.3673 28.8139
Si 9.5708 1.3673 28.8139
Si 1.3673 4.1018 28.8139
Si 6.8362 4.1018 28.8139
Si 4.1018 6.8362 28.8139
Si 9.5708 6.8362 28.8139
Si 1.3673 9.5708 28.8139
Si 6.8362 9.5708 28.8139
Si 0 0 30.1812
Si 5.469 0 30.1812
Si 2.7345 2.7345 30.1812
Si 8.2035 2.7345 30.1812
Si 0 5.469 30.1812
Si 5.469 5.469 30.1812
Si 2.7345 8.2035 30.1812
Si 8.2035 8.2035 30.1812
Si 1.3673 1.3673 31.5484
Si 6.8362 1.3673 31.5484
Si 4.1018 4.1018 31.5484
Si 9.5708 4.1018 31.5484
Si 1.3673 6.8362 31.5484
Si 6.8362 6.8362 31.5484
Si 4.1018 9.5708 31.5484
Si 9.5708 9.5708 31.5484
Si 2.7345 0 0.6835
Si 8.2035 0 0.6835
Si 0 2.7345 0.6835
Si 5.469 2.7345 0.6835
Si 2.7345 5.469 0.6835
Si 8.2035 5.469 0.6835
Si 0 8.2035 0.6835
Si 5.469 8.2035 0.6835
Si 4.1018 1.3673 2.0507
Si 9.5708 1.3673 2.0507
Si 1.3673 4.1018 2.0507
Si 6.8362 4.1018 2.0507
Si 4.1018 6.8362 2.0507
Si 9.5708 6.8362 2.0507
Si 1.3673 9.5708 2.0507
Si 6.8362 9.5708 2.0507
Si 0 0 3.418
Si 5.469 0 3.418
Si 2.7345 2.7345 3.418
Si 8.2035 2.7345 3.418
Si 0 5.469 3.418
Si 5.469 5.469 3.418
Si 2.7345 8.2035 3.418
Si 8.2035 8.2035 3.418
Si 1.358 1.3714 4.8271
Si 6.8306 1.3688 4.8578
Si 4.1937 3.9997 4.6861
Si 9.5283 4.1144 4.8039
Si 1.3281 6.909 4.7442
Si 6.869 6.8295 4.7389
Si 4.066 9.6205 4.8386
Si 9.5702 9.586 4.7944
Si 2.7208 0.0505 6.3377
Si 8.2322 0.0118 6.2241
Si -0.0692 2.7397 6.167
Si 5.4404 2.7177 6.2805
Si 2.8553 5.5027 5.7852
Si 8.2073 5.5206 6.2014
Si 0.0199 8.2771 6.2192
Si 5.5334 8.2324 6.0534
Si 3.6542 1.8354 7.672
Si 9.8331 1.0962 7.6027
Si 1.536 4.1742 7.0838
Si 6.5963 4.3631 7.4987
Si 4.4069 6.5408 7.1708
Si 9.291 7.2142 7.4895
Si 1.1627 9.7953 7.6789
Si 7.0075 9.3681 7.4784
O 1.4504 3.9686 24.2474
O 6.8326 9.4815 24.2289
O 2.5304 3.0203 7.6816
O 8.1254 8.2676 7.9885
O 5.4408 5.4799 7.9446
O 0.0245 -0.0061 8.1579
O 4.1265 6.8197 24.3125
O 9.5956 1.3691 24.1593
O 1.8201 9.1219 9.0834
O 1.0932 5.2812 8.2509
O 9.064 1.7012 8.9739
O 6.2631 9.9149 8.8742
O 3.7298 1.6985 9.3656
O 3.4691 7.263 8.2798
O 7.2132 3.6892 8.9072
O 9.933 6.7796 8.9688
O 2.9782 1.9721 23.389
O 5.042 0.2595 23.3551
O 7.8949 3.2538 23.3144
O 10.3361 5.0463 23.1811
O 8.6679 7.6138 23.4909
O 2.3969 8.6378 23.4156
O 6.3166 5.2791 23.9179
O 0.5031 10.5647 23.3216
Si 2.9681 8.0472 9.574
Si 9.9513 0.2276 13.1012
Si 14.735 5.6502 13.3525
Si 4.4494 1.6511 22.7587
Si 8.5745 2.338 20.2544
Si 10.1873 4.9395 21.5604
Si 1.2084 9.3134 22.5417
Si 13.1017 4.5758 20.2085
Si 1.9603 5.3869 11.019
Si -2.0226 10.1287 20.1491
Si 4.4582 6.6281 16.0156
Si 7.4367 9.3992 12.725
Si 5.6599 9.5851 10.338
Si 5.4043 2.9729 12.6772
Si 3.1022 12.5363 15.9924
Si 2.6644 9.3723 19.789
Si 5.3025 3.8275 15.4999
Si 3.3029 2.6449 10.6284
Si 4.9442 10.9993 12.7239
Si 6.4907 4.0105 22.9468
Si 13.1136 0.7257 13.0213
Si 8.685 3.2232 9.4385
Si 9.6054 14.0123 17.4373
Si 12.2409 2.4551 18.3824
Si 8.2266 4.5313 15.1996
Si 4.6678 -0.0878 18.016
Si 5.0065 4.8182 20.4375
Si 7.2667 7.5984 15.2707
Si 14.5532 6.7024 18.8966
Si 9.4257 7.79 22.0544
Si 18.2843 9.7084 17.4394
Si 10.7474 5.4097 9.2425
Si 5.5205 13.0153 19.9525
Si 0.3948 -0.5737 18.4352
Si 9.5572 11.2158 16.1714
Si 8.6054 3.1017 12.5736
O 6.9817 13.9428 12.6314
O 6.994 -8.723 20.6467
O 11.7136 0.9733 18.7901
O 4.7969 4.1973 13.8131
O 2.105 2.4086 16.9687
O 9.7873 10.7702 14.6502
O 5.5143 1.1815 18.5917
O 3.3816 10.5102 12.9511
O 2.5201 4.0344 10.2767
O 0.3359 5.3478 10.8031
O 5.1003 3.5528 19.4079
O 9.4021 3.5721 20.9883
O 15.7025 6.4365 12.3342
O 1.6945 9.4124 18.4663
O 0.0717 8.1793 22.2309
O 13.3801 5.5636 18.9107
O 16.6616 -1.1547 17.3827
O 10.618 10.2956 16.9846
O 4.4985 1.5592 21.1229
O 2.4488 5.201 12.6009
O 6.2557 4.7162 21.4721
O 8.6439 9.0568 21.3408
O 8.0148 10.9516 16.6171
O 3.189 7.8561 19.9441
O 15.9856 6.1372 19.4689
O 4.9472 12.5197 13.3375
O 8.854 10.1685 12.3549
O 8.9717 4.1473 13.7871
O 6.2042 10.2516 13.4559
O 7.7326 8.2417 13.8402
O 7.7993 8.3456 16.6202
O 4.2517 8.7733 10.2842
O 4.6995 3.2621 11.2829
O 5.3186 10.9959 11.1318
O 4.4327 13.4898 15.8444
O 3.9195 10.3013 19.3442
O 6.8831 3.5606 15.3592
O 13.0805 3.0398 19.6356
O 0.6395 11.0956 12.7664
O -1.5408 6.3592 21.2036
O 5.6267 7.5392 15.3508
O 5.0239 5.1295 16.3941
O 3.7925 7.2458 17.3476
O 0.073 3.4936 18.1244
O 11.7012 4.9391 20.9266
O 7.8056 6.0806 15.175
O 5.3346 2.9217 23.2498
O 12.866 9.8539 21.156
O 9.0597 11.7228 20.5549
O 2.4861 1.8152 11.8119
O 2.3299 1.3434 14.5604
O 9.1017 4.3318 16.5412
O 3.6452 0.2699 16.771
O 9.427 12.6798 12.8457
O 10.3624 -1.2111 19.55
O 7.7893 9.8141 18.9973
O 14.4447 15.6858 21.1621
O 6.7699 -2.1192 11.3282
O 14.3502 6.328 14.7733
O 2.4237 6.8929 10.6035
O 9.8132 4.1721 8.7752
O 8.8708 3.5151 11.0386
O 9.847 1.8615 16.3675
O 8.592 2.6313 18.6287
H 16.5727 6.812 12.5681

Results
free energy: -133998.025 eV
free energy less fixed offsets of H -17.10, O -569.03, Si -635.61 eV per atom: -5.765 eV

Forces (eV/angstrom), in the order of the atoms: element, x, y, z
Si -0.0099 0.0333 -0.0563
Si 0.0142 -0.0328 -0.0385
Si -0.024 0.0136 -0.0477
Si 0.0322 -0.011 -0.0524
Si 0.0129 -0.041 -0.0569
Si -0.013 0.0401 -0.0298
Si 0.038 -0.0161 -0.0358
Si -0.0361 0.0082 -0.0441
Si 0.0066 -0.0138 0.0035
Si 0.0217 0.0167 0.0104
Si -0.0049 0.0172 0.0057
Si -0.0012 0.0093 0.0137
Si 0.0022 0.0061 0.009
Si 0.0204 0.0243 -0.0133
Si 0.0124 0.0118 -0.009
Si 0.0029 0.0079 0.0109
Si -0.0018 -0.0043 -0.0085
Si -0.0041 0.009 -0.003
Si -0.003 0.0001 -0.0091
Si -0.0051 -0.0032 0.0013
Si -0.004 0.0035 -0.0049
Si 0.0068 -0.0071 -0.0124
Si 0.0066 -0.0135 0.0026
Si -0.0093 0.0046 -0.0137
Si 0.0888 -0.0303 -0.2077
Si -0.1213 -0.1433 0.2288
Si -0.0157 0.0482 0.2076
Si 0.0126 -0.16 -0.1562
Si -0.3588 -0.2015 0.0706
Si 0.1927 0.0196 -0.1871
Si -0.0328 -0.2757 -0.3133
Si 0.1776 0.4605 0.4674
Si -0.1099 -0.0037 -0.0233
Si 0.1275 0.0175 0.0399
Si -0.0315 0.0793 -0.0384
Si -0.0022 -0.0462 0.0152
Si 0.0482 -0.0222 0
Si -0.085 -0.0249 -0.0451
Si -0.021 -0.0929 0.0062
Si -0.0405 0.0435 -0.0378
Si 0.0882 -0.0372 0.0003
Si -0.0805 0.051 0.0104
Si 0.047 -0.054 0.0124
Si -0.0153 0.0764 -0.0179
Si -0.0242 0.035 -0.0032
Si 0.0348 -0.0277 0.0033
Si -0.0454 0.0131 -0.0155
Si 0.0475 -0.0551 0.0144
Si 0.014 -0.0275 -0.0069
Si -0.0391 0.0298 -0.0141
Si -0.0522 0.0382 -0.0113
Si 0.0328 0.0269 0.0207
Si -0.0372 0.0344 -0.0141
Si 0.0226 -0.0794 -0.0026
Si 0.0269 -0.0451 0.0142
Si -0.012 0.0189 -0.0032
Si -0.1034 -0.0131 -0.0478
Si 0.0561 -0.0215 0.0707
Si 0.0547 0.0057 0.0686
Si -0.0027 0.0896 -0.0825
Si 0.0164 -0.0478 0.085
Si -0.0146 0.043 -0.0493
Si 0.0821 0.0363 -0.0477
Si 0.0348 -0.0401 0.0642
Si 0.1145 0.0579 0.0962
Si -0.0777 0.1316 0.4184
Si -0.1031 -0.5196 -0.2415
Si -0.3371 0.0829 0.2553
Si -0.2244 0.0221 0.135
Si 0.436 -0.1483 -0.4427
Si -0.0891 0.596 -0.0356
Si 0.2984 0.0452 -0.2082
Si 0.0006 -0.0167 -0.0059
Si -0.0026 0.0069 -0.0055
Si 0.0251 -0.0169 0.0129
Si 0.0038 -0.0061 -0.0046
Si -0.0113 0.0197 0.0263
Si 0.0165 -0.0159 0.014
Si -0.0084 0.024 0.0025
Si 0.0088 0.0043 0.0044
Si 0.002 -0.0219 -0.0307
Si -0.022 -0.0035 -0.0058
Si -0.0069 -0.0142 0.002
Si -0.0024 -0.0026 -0.0112
Si -0.0049 0.0106 0.0127
Si -0.017 -0.0019 -0.0012
Si 0.0135 0.0069 -0.0211
Si 0.0025 -0.0086 -0.0083
Si -0.0403 0.0412 0.0621
Si 0.0196 -0.0211 0.0484
Si 0.0292 0.0001 0.0161
Si -0.0231 0.0188 0.0356
Si 0.0165 -0.067 0.0268
Si -0.0247 0.014 0.0528
Si -0.0271 0.018 0.0622
Si 0.0123 -0.0316 0.0538
O -0.0016 -0.0106 -0.011
O 0.0052 -0.0088 -0.0111
O 0.0185 0.0057 0.021
O -0.0125 0.0194 0.0101
O -0.0012 0.0096 0.0029
O 0.0012 0.0016 0.0059
O -0.0034 0.0011 -0.0102
O -0.0057 -0.0087 -0.0086
O -0.0118 0.0127 -0.0376
O -0.0259 -0.0113 0.0219
O 0.0122 0.0131 -0.0235
O 0.0128 -0.0152 -0.0158
O 0.007 0.0104 -0.0045
O 0.0107 0.006 -0.0239
O 0.0263 0.0013 -0.0096
O 0.0102 -0.018 -0.0182
O 0.0144 0.0143 0.0152
O -0.0002 0.0162 0.0133
O 0.0089 -0.0139 0.0392
O 0.0218 0.0104 0.016
O -0.0064 0.0157 0.0154
O -0.0189 -0.0032 0.0041
O -0.0269 -0.0295 0.0013
O -0.0097 -0.0108 0.0192
Si -0.0033 0.0098 0.0212
Si -0.0071 -0.0135 0.0082
Si -0.0586 -0.0089 0.001
Si 0.0052 0.0088 0.0035
Si -0.0022 0.0002 -0.0029
Si 0.0081 -0.0014 -0.0117
Si 0.0029 -0.0091 0.0089
Si 0.0016 0.0042 0.0085
Si -0.0215 0.008 -0.0168
Si -0.0041 -0.0095 0.0028
Si 0.0028 0.0423 0.0377
Si 0.0104 -0.0094 -0.0031
Si -0.0002 -0.0021 0.0055
Si -0.0173 -0.025 -0.0319
Si -0.0338 -0.0232 0.0193
Si -0.0006 0.0017 -0.0013
Si 0.0104 0.0082 0.0198
Si -0.0352 -0.0111 -0.0194
Si 0.0038 -0.0281 -0.0075
Si -0.0153 -0.0004 -0.0004
Si -0.0147 -0.0092 0.0016
Si 0.0073 0.0203 -0.0153
Si -0.0066 -0.0033 0.011
Si 0.0056 -0.0016 0.0117
Si 0.0407 0.0125 0.0018
Si 0.0087 -0.0017 0.0094
Si -0.0027 0.0009 0.0004
Si 0.0158 0.0225 -0.0028
Si -0.001 -0.0009 0.0198
Si 0.0039 0.0077 -0.0015
Si 0.0007 0.0066 0.0113
Si -0.0033 -0.014 -0.0007
Si 0.0002 0.0023 -0.0022
Si 0.0024 -0.0092 -0.0045
Si -0.0005 -0.0108 -0.0045
Si 0.0579 0.0109 -0.0073
O -0.043 -0.007 0.012
O -0.0221 0.0124 -0.016
O 0.0011 -0.0018 -0.022
O -0.0104 0.0061 0.0237
O 0.0247 -0.0211 -0.0065
O -0.0035 0.0203 -0.0087
O -0.0089 -0.0146 0.0004
O 0.004 0.0333 -0.0068
O 0.0024 -0.0015 0.0259
O 0.0216 0.0012 -0.0277
O 0.0058 -0.0043 0.0413
O 0.0047 0.008 -0.0111
O 0.3946 0.1098 0.0911
O -0.002 0.0217 0.0164
O -0.01 0.0239 -0.0019
O 0.0213 0.0028 0.0204
O 0.0113 0.0116 0.0163
O -0.0067 0.0266 0.024
O 0.0184 0.0213 0.0104
O 0.0481 -0.0079 0.0212
O -0.0183 -0.0213 -0.0148
O 0.0247 -0.0045 -0.0113
O 0.0166 -0.0169 0.0073
O -0.0052 0.0074 -0.0197
O -0.0341 -0.0115 -0.0028
O 0.0151 0.0592 -0.0076
O -0.0159 0.0053 0.0079
O -0.0279 -0.0085 0.0195
O -0.0103 0.008 -0.0247
O -0.0162 0.0078 0.0015
O -0.0213 -0.0033 -0.0209
O 0.0101 0.0016 -0.0067
O 0.0226 -0.0179 0.0499
O -0.0019 -0.0148 0.0237
O 0.0066 0.0321 -0.0259
O -0.0021 -0.012 -0.0139
O -0.0339 0.0205 -0.0144
O -0.0162 0.0153 -0.0137
O 0.0158 0.0102 0.0053
O 0.0009 0.002 0.0149
O 0.0029 -0.0298 0.0118
O -0.001 -0.0186 -0.0479
O 0.0176 -0.0268 -0.0167
O -0.0135 -0.0218 -0.0038
O -0.0007 -0.0085 -0.0052
O -0.0144 -0.0221 0.0073
O 0.016 -0.0046 -0.0363
O 0.0022 -0.0214 -0.0015
O 0.0043 -0.0019 -0.0031
O 0.017 0.0053 -0.0103
O 0.0145 0.0013 0.0003
O -0.0163 -0.0119 -0.0133
O -0.0031 0.0266 -0.0003
O -0.002 -0.0083 0
O -0.0133 0.0168 -0.0161
O 0.0074 0.0033 -0.021
O 0.0079 -0.0007 -0.046
O -0.0151 0.0252 0.0114
O 0.0273 -0.0438 -0.0383
O -0.0045 -0.0178 0.0075
O -0.0151 0.0042 0.0264
O -0.0101 -0.0127 -0.0019
O -0.0027 -0.005 0.0209
O 0.0265 0.0093 -0.0025
H -0.3707 -0.1001 -0.0846

The program warned: the cutoff lies below the one the program advises for these potential files; the forces do not sum to zero within the program's tolerance; the exchange-correlation potential is rough where the density is thin.
